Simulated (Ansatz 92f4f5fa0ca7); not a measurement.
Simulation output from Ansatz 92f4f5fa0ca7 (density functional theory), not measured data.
Periodic cell of 258 atoms, Si166O92, from a study of silicon, its oxide and their interface. The atomic structure is a simulated model.
Doubt: the cutoff is far below the 930 eV that the study's wrapper takes by default for these files, so forces and energies are approximate.

Settings: functional PBE; potential files Ansatz PAW; basis plane waves; wave-function cutoff 580 eV; density cutoff ratio 5; exchange-correlation grid ratio 1; k mesh 1 x 1 x 1, Gamma-centred; self-consistency stop 5e-08 eV per atom in the density residual; occupations fixed; spin none; net charge 0.

Cell vectors (angstrom)
a 10.938 0 0
b 0 10.938 0
c 0 0 37.4872

Atoms: element, x, y, z (angstrom)
Si 0 0 0.683
Si 5.469 0 0.683
Si 2.7345 2.7345 0.683
Si 8.2035 2.7345 0.683
Si 0 5.469 0.683
Si 5.469 5.469 0.683
Si 2.7345 8.2035 0.683
Si 8.2035 8.2035 0.683
Si 1.3673 1.3673 2.0503
Si 6.8362 1.3673 2.0503
Si 4.1018 4.1018 2.0503
Si 9.5708 4.1018 2.0503
Si 1.3673 6.8362 2.0503
Si 6.8362 6.8362 2.0503
Si 4.1018 9.5708 2.0503
Si 9.5708 9.5708 2.0503
Si 2.7345 0 35.4357
Si 8.2035 0 35.4357
Si 0 2.7345 35.4357
Si 5.469 2.7345 35.4357
Si 2.7345 5.469 35.4357
Si 8.2035 5.469 35.4357
Si 0 8.2035 35.4357
Si 5.469 8.2035 35.4357
Si 4.1018 1.3673 36.803
Si 9.5708 1.3673 36.803
Si 1.3673 4.1018 36.803
Si 6.8362 4.1018 36.803
Si 4.1018 6.8362 36.803
Si 9.5708 6.8362 36.803
Si 1.3673 9.5708 36.803
Si 6.8362 9.5708 36.803
Si 2.5693 -5.5037 29.9704
Si 7.4108 -3.8865 24.5002
Si -1.1952 4.4883 28.6241
Si 4.7896 -1.6203 28.396
Si 3.918 6.0857 25.2285
Si 9.9823 10.5953 19.694
Si 3.3607 11.4623 46.1341
Si 6.3447 9.0268 14.6589
Si -0.0059 -2.8265 29.7992
Si 8.1427 1.6468 20.9621
Si 3.9645 6.7583 31.3982
Si 12.3892 9.5253 31.1278
Si 0.5418 8.2003 21.2717
Si 11.7233 9.9801 25.9651
Si 6.851 9.598 31.1979
Si 14.8039 14.808 28.8056
Si 0.0355 2.9093 29.8474
Si 12.9994 1.7584 25.4227
Si -5.034 2.3328 19.1536
Si 4.1075 1.4828 31.4539
Si 1.8525 2.442 28.2962
Si 6.8043 6.603 28.7882
Si -2.6272 5.5163 30.1358
Si 7.4308 8.959 19.2757
Si 8.2302 0.1102 29.6361
Si 12.238 4.1307 31.4214
Si 2.9252 0.1805 29.9324
Si 6.8647 4.1174 31.3825
Si 6.9359 11.5195 23.5451
Si 14.5838 7.904 21.0726
Si 0.6641 6.1045 28.5587
Si 5.45 7.9424 30.096
Si 0.0493 -0.0182 32.547
Si 5.4989 0.0031 32.6718
Si 2.7054 2.794 32.7873
Si 8.2572 2.7083 32.6703
Si -0.0301 5.5256 32.7637
Si 5.4479 5.4596 32.7281
Si 2.7032 8.2426 32.6975
Si 8.1989 8.3131 32.703
Si 1.3483 1.3415 34.0431
Si 6.8612 1.3646 34.0582
Si 4.109 4.1145 34.1164
Si 9.5675 4.1006 34.0781
Si 1.3766 6.863 34.0895
Si 6.8438 6.8648 34.0502
Si 4.1152 9.5787 34.0539
Si 9.6163 9.6302 34.0479
Si 2.7116 -0.0017 3.4227
Si 8.218 -0.0205 3.4122
Si -0.014 2.7162 3.4414
Si 5.445 2.7228 3.4156
Si 2.7187 5.4694 3.4248
Si 8.2006 5.4535 3.4195
Si -0.0098 8.1861 3.4423
Si 5.4501 8.1659 3.4206
Si 4.0419 1.3956 4.7973
Si 9.5979 1.2912 4.8259
Si 1.3245 4.1323 4.8029
Si 6.8251 4.0791 4.7719
Si 4.0617 6.8332 4.8327
Si 9.595 6.7658 4.8185
Si 1.3437 9.5774 4.8126
Si 6.9002 9.4765 4.7415
Si 0.0226 -0.0557 6.2891
Si 5.4772 -0.0705 5.9584
Si 1.2443 7.6975 13.5091
Si 8.1849 2.674 6.1192
Si -0.0155 5.4285 6.2773
Si 9.5022 3.9603 7.5998
Si 5.1956 13.2345 8.7064
Si 8.2583 8.12 6.199
Si 2.6684 2.8051 6.1934
Si 4.1934 -1.3441 7.4127
Si 5.4606 5.4395 6.1593
Si 15.056 7.426 10.4586
Si 2.8256 9.5839 11.1854
Si 11.6649 4.1059 10.6085
Si 2.9685 5.7501 8.9906
Si 9.5755 9.4569 7.669
Si -2.0719 -0.1885 14.8993
Si 7.8403 -0.3269 8.7567
Si 0.6285 -2.2311 11.399
Si 9.1086 0.8996 10.2891
Si 3.4034 9.8175 14.004
Si 12.2589 6.88 7.6752
Si -0.0518 6.0711 20.4557
Si 10.4611 7.8254 24.2971
Si 4.9098 5.6347 11.8938
Si 8.2448 2.5217 11.8025
Si 5.9459 4.4229 24.4869
Si 4.1195 4.1108 7.5714
Si 6.8217 6.7763 7.5645
Si 9.7921 9.6532 28.3907
Si 4.8017 13.2778 16.4037
Si 2.6697 8.223 6.2121
O -25.741 -5.4088 24.952
O -6.1774 19.6215 21.9825
O 10.8712 -21.3121 18.669
O -21.4129 11.7907 12.3579
O -1.0573 29.647 17.0483
O 35.1868 15.1844 15.2593
O 2.644 -31.5314 21.7149
O 5.574 22.8333 24.3504
O -26.52 49.6952 12.7195
O 19.554 -3.9652 11.7252
O 3.9243 21.5636 19.9416
O 56.0638 -5.5807 20.079
O -8.0264 21.712 10.0704
O -19.5271 12.6015 19.1197
O 13.4509 5.3409 25.6801
O 2.8454 3.8797 21.7351
O 10.9258 8.1449 22.7909
O 17.8018 -1.0348 23.3137
O -3.9765 14.3666 23.6736
O 21.1531 -16.6469 21.7257
O -2.4938 -16.3024 16.9224
O 24.0366 19.4091 21.4023
O -0.9957 27.9227 19.1118
O 23.2973 13.5199 26.6897
Si 18.2213 30.1886 27.2615
Si 31.8781 3.6928 22.249
Si 18.2657 24.2037 14.6231
Si 1.3881 -9.5191 7.635
Si -2.971 16.1285 8.9312
Si 16.4443 17.3135 15.9962
Si -3.3534 5.3976 15.5215
Si 32.6504 -13.1372 16.1245
Si 12.3684 6.4565 26.3358
Si 9.4098 17.2689 10.3956
Si -5.8258 12.6531 25.719
Si 16.6286 -6.0547 27.5845
Si -0.244 -8.454 9.0962
Si 13.9266 16.3337 14.2861
Si 18.5155 -14.976 12.984
Si -4.1486 12.1859 7.3563
Si 13.2116 10.28 16.7699
Si -15.5079 19.6624 22.2881
Si 9.0208 -4.2253 17.9359
Si 9.6135 1.3877 31.1608
Si 2.0032 -19.2354 22.3916
Si 5.504 -19.1463 30.0185
Si 10.2575 -0.288 11.9962
Si -8.0562 15.9807 20.5928
Si -13.5974 2.9159 24.6306
Si -7.5269 12.1267 20.2685
Si 10.7435 -2.9756 9.2307
Si 12.2487 1.1187 17.9467
Si -3.9957 -9.1915 28.3412
Si 24.5151 -2.5298 26.1457
Si 5.6282 19.3149 8.8781
Si -6.0115 -6.1919 18.2062
Si 11.2409 13.3265 12.8923
Si 23.7707 13.6785 15.6073
Si 6.6082 14.5756 10.1853
Si -1.3287 6.9653 31.4112
Si -2.947 3.6009 27.138
Si 26.3263 9.5426 18.8354
O 0.0627 -11.5848 27.422
O -4.8699 -1.3411 18.6388
O 46.4989 8.3318 13.816
O 8.7033 9.9231 18.9327
O 58.2447 -9.585 25.924
O 6.7391 -23.2806 9.4945
O 41.1056 6.3122 14.3358
O 46.2506 -22.2851 15.1557
O 10.5683 -1.7039 25.0887
O -20.991 13.2422 14.408
O 25.8915 29.9898 19.4898
O 25.5968 9.8079 17.4071
O 37.5105 -28.8869 16.7918
O 21.4769 16.2024 10.98
O 14.2576 12.8608 15.8694
O 16.2406 4.3877 10.899
O 27.1333 17.1672 17.641
O -10.5818 6.6737 25.1051
O -37.0577 7.3369 23.0669
O 4.7518 -19.7489 20.2929
O 10.0372 21.1259 15.8847
O 19.4892 12.3292 15.1885
O -2.1053 19.7615 27.3154
O 27.8427 34.0919 27.03
O -25.8894 -13.8422 25.6933
O -0.0491 31.3207 20.3932
O 61.6587 19.3248 13.2832
O 42.4092 14.5002 23.8466
O 1.0397 24.3156 16.9828
O 15.5884 -5.6408 23.9687
O 7.2154 30.7026 20.8966
O 49.739 18.873 15.8025
O -7.6574 32.346 12.5197
O 1.1837 -10.5268 25.1805
O -14.0999 7.4986 18.651
O 12.1674 9.0134 16.929
O 41.5994 24.96 21.3491
O 12.5611 17.0635 13.7328
O 12.1453 36.2068 12.001
O 7.3471 1.7065 19.5401
O -7.0919 4.963 12.9625
O -18.2849 -14.1848 24.9183
O 5.862 34.7887 15.2401
O 64.3587 13.8133 12.6499
O 15.308 -11.2288 29.2341
O 7.175 34.9154 13.0024
O 3.6382 6.2939 21.314
O 44.1795 13.759 22.0194
O -23.4427 -32.2237 20.881
O 26.8269 -26.8571 26.4982
O 13.023 4.7686 10.0181
O -7.2786 4.6741 19.2083
O 16.1811 25.2318 25.5454
O 19.9235 7.2095 24.276
O 2.1548 2.5768 24.0142
O 17.9542 1.1708 22.0285
O 38.9688 25.8221 18.9457
O 18.4122 20.9406 15.2716
O 29.5498 -18.0284 15.0529
O 19.1432 23.1127 24.3961
O 24.0725 -21.0336 28.5915
O 15.9197 9.8415 14.3458
O 27.2013 1.6137 17.7846
O -4.6658 9.5398 27.7022
O 47.8199 28.1007 15.2094
O 14.5447 19.851 27.3643
O 9.2805 -0.4513 13.3358
O 22.0127 -2.8426 14.6505

Results
free energy: -157840.713 eV
free energy less fixed offsets of O -568.88, Si -635.61 eV per atom: 7.507 eV

Forces (eV/angstrom), in the order of the atoms: element, x, y, z
Si 0.0514 -0.0016 -0.0183
Si 0.0233 -0.0057 0.014
Si 0.0197 0.0355 0.0188
Si 0.047 0.0455 0.0043
Si 0.0161 -0.0218 0.0057
Si 0.0289 -0.0123 -0.01
Si -0.0002 0.0169 -0.0028
Si -0.0142 0.024 0.0284
Si -0.1031 0.0273 0.0206
Si -0.0126 -0.0523 0.1317
Si -0.0712 0.0617 0.0383
Si -0.0503 -0.1458 0.083
Si 0.0069 0.0815 0.0478
Si -0.0463 -0.1768 0.0087
Si -0.0126 -0.0088 0.1806
Si 0.1303 -0.1369 -0.0325
Si -0.0022 -0.0434 -0.1525
Si 0.1886 0.1156 -0.0061
Si -0.0257 -0.1502 -0.0836
Si 0.1851 -0.1466 0.039
Si 0.0267 0.2492 0.2384
Si -0.1259 0.0466 -0.093
Si -0.0328 0.2064 0.0366
Si -0.0487 -0.0112 -0.0334
Si -0.0081 0.0088 -0.0077
Si -0.0957 -0.0106 0.0354
Si 0.0486 -0.0186 -0.0371
Si -0.0688 0.0046 0.0062
Si -0.0112 -0.0096 0.0461
Si -0.0723 0.0206 -0.0155
Si 0.0182 0.0003 0.0214
Si 0.0077 -0.0613 -0.0362
Si 0.1022 0.0684 -0.0703
Si 0.0969 0.2754 -0.2215
Si 0.0192 -0.0321 0.2502
Si 0.1662 -0.4919 0.4807
Si -0.2317 -0.1466 0.0516
Si -0.0835 0.0517 0.1014
Si 0.0108 -0.1702 -0.0412
Si 0.0144 0.0104 0.1451
Si 0.0509 -0.0259 0.047
Si -0.0507 -0.024 0.0509
Si -0.0665 0.0582 -0.0506
Si 0.17 0.1289 -0.1884
Si 0.1763 -0.0286 -0.2184
Si 0.1968 -0.2185 -0.1162
Si 0.006 0.0112 -0.1316
Si -0.0335 -0.1114 -0.2131
Si 0.0109 -0.0841 0.0044
Si -0.0247 0.1131 -0.2039
Si 0.1354 -0.0701 0.0468
Si 0.1609 0.0122 0.1942
Si 0.1995 -0.0379 0.0065
Si -0.2728 -0.3634 0.1125
Si -0.0546 -0.1171 0.1297
Si -0.1363 0.0694 0.1217
Si 0.0767 -0.0984 0.2286
Si -0.0158 -0.0493 0.0345
Si 0.1115 -0.2664 -0.1095
Si 0.0309 -0.0009 -0.1485
Si 0.1547 0.0072 -0.3147
Si 0.0644 0.1092 -0.0294
Si 0.0509 0.1073 -0.164
Si 0.2693 0.1033 0.2217
Si -0.0592 0.0245 -0.0652
Si -0.1295 -0.1128 -0.0411
Si -0.0475 0.0316 -0.1072
Si 0.0012 0.0059 -0.0791
Si 0.1206 0.0884 -0.0524
Si -0.0122 -0.0133 -0.0689
Si 0.0748 -0.0309 -0.0165
Si -0.0729 0.0458 -0.0543
Si 0.0434 -0.0205 0.0275
Si -0.038 -0.0011 -0.0973
Si 0.0017 0.0237 -0.0122
Si -0.0365 0.0002 -0.0311
Si -0.0343 -0.037 -0.0086
Si -0.03 0.0733 -0.021
Si 0.0896 0.0385 -0.0028
Si -0.0275 -0.1025 -0.0651
Si 0.0016 0.0853 0.0307
Si 0.0022 -0.0767 0.0062
Si 0.0229 0.002 -0.0011
Si -0.0381 0.0101 0.0227
Si -0.0114 0.022 0.0511
Si 0.0181 -0.0011 0.0117
Si -0.0149 -0.0338 -0.0169
Si 0.0278 -0.0061 0.0331
Si 0.011 -0.0723 -0.0958
Si -0.0074 0.1089 0.0851
Si 0.0682 -0.06 -0.0092
Si 0.0302 0.0348 0.0263
Si -0.0455 -0.0566 0.0226
Si -0.0612 0.0607 0.0655
Si 0.0079 -0.0775 0.0036
Si 0.0239 0.0989 -0.0253
Si 0.0473 0.1664 0.096
Si 0.1706 0.015 -0.1356
Si 0.07 -0.1799 0.1096
Si 0.1604 0.0407 0.0376
Si -0.0295 -0.0417 0.1337
Si 0.0716 -0.0674 -0.0071
Si 0.017 0.0304 0.0024
Si -0.0856 -0.0974 -0.0044
Si -0.0196 0.0999 -0.0256
Si -0.123 0.1466 0.0481
Si 0.0064 0.0929 0.006
Si -0.0732 0.1179 -0.0534
Si -0.3493 -0.1255 -0.1302
Si -0.253 -0.0879 -0.1865
Si -0.4277 -0.0315 -0.1569
Si 0.0107 -0.1095 0.0799
Si -0.0751 0.0273 -0.0523
Si -0.1773 -0.0954 0.2641
Si 0.1316 0.5497 0.1656
Si 0.2729 0.2694 0.1061
Si -0.0815 -0.0002 -0.0157
Si 0.1994 -0.1746 0.08
Si 0.05 0.0719 0.0473
Si -0.0094 -0.2466 0.2468
Si -0.0631 -0.3235 0.0475
Si -0.1967 -0.3153 -0.3988
Si 0.1263 -0.0994 -0.364
Si 0.0804 0.1469 0.074
Si 0.1043 0.0483 -0.0335
Si -0.0244 -0.1645 -0.1712
Si 0.1145 0.0146 0.13
Si 0.08 -0.0042 0.0546
O 0.0673 -0.1677 0.1383
O 0.0162 0.0079 0.064
O 0.0896 0.0917 -0.1379
O 0.057 -0.0197 0.0214
O 0.0395 -0.1332 -0.0656
O -0.0559 -0.034 -0.033
O -0.0234 0.0553 0.0515
O -0.1892 0.1126 0.2459
O -0.0372 -0.1313 -0.1247
O 0.1202 -0.066 -0.1505
O -0.0401 -0.0028 0.0691
O -0.1593 0.0021 -0.0424
O 0.0506 -0.1599 0.1935
O -0.1583 -0.0791 -0.2114
O -0.0435 0.2139 0.1356
O -0.0263 0.0237 0.0196
O -0.014 0.0882 0.1435
O 0.0411 0.0176 0.0791
O -0.1023 0.0197 0.1802
O 0.0364 0.088 -0.1094
O 0.0008 -0.0891 -0.1014
O -0.1912 -0.0024 -0.0224
O -0.0206 -0.1012 -0.0183
O -0.2116 0.1348 0.1456
Si 0.0339 -0.1617 -0.2787
Si -0.0563 -0.1889 -0.0728
Si 0.0455 -0.0125 0.1433
Si -0.1172 -0.008 0.0385
Si -0.1292 0.0282 -0.2306
Si -0.3002 0.2147 0.2111
Si 0.0369 -0.0317 0.1243
Si 0.0396 0.0808 -0.0554
Si 0.0656 -0.1664 0.2622
Si -0.1983 -0.1023 0.0776
Si 0.193 -0.0647 -0.0446
Si 0.0193 0.7035 0.0509
Si -0.0034 -0.0411 -0.1419
Si 0.0618 0.1907 0.231
Si 0.2184 0.2361 0.0208
Si -0.2142 -0.0932 -0.116
Si 0.267 -0.2998 0.0457
Si -0.0535 0.0708 -0.0935
Si -0.0203 0.131 0.1096
Si -0.0083 -0.0168 -0.238
Si 0.0093 -0.0435 -0.1908
Si 0.0525 0.0101 0.2896
Si 0.1181 -0.1634 -0.0026
Si 0.0872 -0.0577 -0.0089
Si 0.1776 -0.215 -0.408
Si -0.0433 -0.0456 -0.0324
Si -0.1075 -0.0139 -0.1175
Si 0.0278 0.2764 0.5643
Si -0.1286 0.1258 -0.2482
Si -0.2751 0.0541 0.0685
Si 0.4114 0.2365 -0.043
Si -0.043 0.1167 0.0057
Si -0.2516 -0.4095 -0.0065
Si 0.0302 0.1023 0.1015
Si 0.0638 -0.1081 0.4183
Si -0.0298 -0.072 -0.0041
Si -0.3314 -0.2271 -0.1456
Si 0.0636 0.0708 0.0256
O -0.0891 0.0535 0.229
O 0.017 -0.0436 -0.0553
O -0.0093 -0.0077 0.0354
O 0.0487 0.0401 -0.0634
O 0.1798 -0.1984 0.0558
O 0.0723 -0.0235 -0.4381
O 0.1758 0.04 -0.1668
O 0.0716 -0.0698 -0.0479
O -0.0309 0.1315 -0.0718
O -0.1025 0.0618 -0.0566
O -0.0539 -0.034 -0.0586
O -0.1495 0.0201 -0.0938
O -0.0107 -0.1195 -0.1021
O 0.1306 -0.0513 -0.1297
O -0.0503 -0.0128 -0.106
O -0.0488 0.392 0.0523
O -0.0107 -0.0242 -0.0948
O -0.0551 -0.045 -0.1751
O 0.0353 -0.1516 0.2299
O -0.0044 0.002 0.0333
O -0.0028 0.0069 -0.0455
O 0.0388 -0.0134 -0.0637
O 0.0001 0.0103 0.2682
O 0.1609 -0.1019 0.2246
O -0.0596 0.0871 -0.0355
O 0.0732 -0.0793 0.0607
O -0.0488 -0.0241 -0.0687
O -0.1642 -0.0521 0.2668
O -0.038 0.01 -0.0671
O 0.0584 0.006 0.0272
O 0.0633 -0.0443 0.0118
O 0.0183 -0.0817 -0.0207
O 0.062 -0.1011 -0.2004
O -0.0749 0.321 -0.0197
O 0.0406 -0.1204 -0.0498
O 0.0021 -0.0655 -0.0256
O 0.0734 0.0738 -0.0291
O 0.0386 -0.1185 -0.0344
O 0.233 0.1399 0.0986
O -0.0213 0.0477 -0.0217
O 0.0128 0.0343 -0.1832
O 0.1402 0.0923 0.1326
O -0.0099 0.0028 -0.0851
O -0.1557 0.183 0.2032
O -0.1912 0.1279 -0.1382
O 0.1373 0.1758 0.1167
O -0.014 -0.0002 0.0517
O -0.0054 -0.0088 0.0289
O 0.1098 -0.0431 -0.0024
O 0.0133 -0.0686 -0.0884
O 0.1078 0.1348 -0.0095
O -0.0245 0.021 -0.0073
O 0.0309 0.1364 0.0835
O -0.0697 -0.0036 -0.0683
O -0.0038 0.0317 0.1796
O -0.0857 -0.003 0.125
O -0.1031 0.008 -0.0652
O -0.1003 -0.0705 -0.0344
O 0.1513 -0.0217 -0.0304
O 0.0303 0.3312 0.1704
O -0.1442 0.1248 0.4169
O -0.0314 -0.0037 0.0224
O -0.0592 0.0431 -0.0937
O -0.2936 0.2828 -0.3409
O -0.0877 0.0259 -0.0692
O 0.1636 0.1659 -0.1061
O 0.0603 -0.0183 -0.1697
O -0.0062 0.0422 -0.0502

The program warned: the cutoff lies below the one the program advises for these potential files; the forces do not sum to zero within the program's tolerance; the exchange-correlation potential is rough where the density is thin.
